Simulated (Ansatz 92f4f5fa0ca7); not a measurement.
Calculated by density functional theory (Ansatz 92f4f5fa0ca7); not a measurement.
Periodic cell of 224 atoms, Si128O64H32, with a vacuum gap, from a study of silicon, its oxide and their interface. The atomic structure is a simulated model.

Settings
functional: r2SCAN
potential files: Ansatz PAW
basis: plane waves
wave-function cutoff: 800 eV
density cutoff ratio: 5
exchange-correlation grid ratio: 1
k mesh: 1 x 1 x 1, shifted by 0.5 0.5 0 of a step
self-consistency stop: 1e-11 eV per atom in the density residual
occupations: fixed
spin: none
net charge: 0
applied field: sawtooth along c, amplitude +0.015 V/angstrom in the program's sign convention, ramp centred at 0.9878 of c and 0.0243 of c wide, no dipole correction

Cell vectors (angstrom)
a 10.888 0 0
b 0 10.888 0
c 0 0 41.116

Atoms and the computed forces on them: element, x, y, z (angstrom), force x, y, z (eV/angstrom)
Si 0.1499 -0.2127 26.5314 0.0048 0.0004 0.0263
Si 2.4133 2.8086 26.1363 -0.0011 0.0056 0.0377
Si 0.1469 5.0351 25.8615 0.0073 -0.0039 0.0541
Si 2.2362 8.4675 26.1983 -0.0019 0.0051 0.0413
Si 5.5993 -0.1047 26.021 0.0027 -0.0058 0.0433
Si 7.8115 3.1181 25.9999 -0.0013 0.001 0.0451
Si 5.6606 5.4221 25.9805 0.0063 -0.0046 0.0403
Si 7.9945 8.6771 26.0833 -0.0074 -0.0033 0.049
Si 1.377 1.3842 27.6482 -0.0034 -0.0031 -0.011
Si 4.053 4.1416 27.2385 -0.0017 -0.0002 0.0001
Si 1.1425 6.7545 27.3233 0.0071 0.0076 0.0016
Si 3.9978 9.5912 27.3248 -0.0017 -0.0032 -0.0005
Si 6.7559 1.4541 27.3379 0.0013 -0.0008 0.0022
Si 9.4542 4.112 27.3511 -0.0022 -0.0033 -0.0011
Si 6.8827 6.9146 27.2968 -0.0014 -0.0037 -0.0108
Si 9.4586 9.509 27.7119 0.0031 0.0034 -0.0045
Si -0.1022 2.7614 28.8057 0.0031 -0.0062 -0.0168
Si 2.7714 0.001 28.8668 -0.0027 0.0092 -0.006
Si -0.0972 8.029 28.8825 -0.0115 0.0024 -0.0112
Si 2.6657 5.4802 28.6429 0.0001 -0.0004 -0.013
Si 5.3688 2.7765 28.6957 -0.0043 -0.0014 -0.0105
Si 8.0989 0.1344 28.8247 0.0056 -0.0052 -0.0169
Si 5.411 8.2119 28.6588 -0.0001 0.0006 -0.0077
Si 8.1736 5.5285 28.7298 0.0027 0.0067 -0.0156
Si 1.3343 4.126 30.0769 -0.0082 0.0044 0.009
Si 4.1054 1.4046 30.1579 0.001 -0.012 -0.0033
Si 1.3406 9.478 30.1137 0.0012 -0.002 0.014
Si 4.0542 6.8249 30.027 -0.0067 0.0076 0.0028
Si 6.7787 4.1204 30.0385 0.0094 -0.0094 0.0071
Si 9.4815 1.4116 30.1944 -0.0029 0.0029 0.009
Si 6.7406 9.5751 30.0882 -0.0016 0.0024 0.0111
Si 9.4648 6.7543 30.2506 0.0075 -0.0006 -0.0078
Si -0.0141 -0.0121 31.463 -0.007 0.0067 0.019
Si 2.6933 2.7522 31.4537 0.0022 0.0019 0.0267
Si 0.0046 5.4229 31.5265 -0.0091 0.0061 0.0208
Si 2.7233 8.1517 31.4652 -0.0011 0.0004 0.0166
Si 5.441 0.0276 31.5081 -0.0033 0.0078 0.0184
Si 8.118 2.7802 31.4891 0.0056 -0.0043 0.0134
Si 5.4149 5.4641 31.4096 -0.0104 0.0116 0.0325
Si 8.1085 8.2066 31.4794 0.0036 0.0016 0.0142
Si 1.3627 1.3533 32.8074 -0.0019 -0.0082 0.1729
Si 4.0819 4.0963 32.8056 -0.0034 -0.0141 0.1837
Si 1.3741 6.7988 32.8497 0.0059 0.0033 0.1777
Si 4.0742 9.5269 32.8258 0.0031 0.0007 0.1607
Si 6.8122 1.3777 32.8568 -0.0131 -0.0108 0.1819
Si 9.5228 4.0712 32.8597 0.0106 0.0087 0.1708
Si 6.7701 6.8079 32.8058 0.0153 0.0014 0.1749
Si 9.5188 9.528 32.8364 -0.0106 -0.0191 0.1855
Si 0.0085 2.6938 34.1815 -0.1025 0.001 0.3507
Si 2.7256 0.0023 34.1787 -0.021 -0.0501 0.2726
Si 0.0059 8.1639 34.1938 0.0016 -0.0068 0.2439
Si 2.7405 5.4358 34.1959 -0.0447 0.0273 0.299
Si 5.4403 2.7365 34.1898 -0.0015 -0.0379 0.2496
Si 8.184 0.0079 34.2022 -0.0201 0.0234 0.306
Si 5.4329 8.1562 34.1757 -0.0195 0.0305 0.3423
Si 8.161 5.4601 34.1703 0.0049 -0.0161 0.2969
Si 1.3833 4.0484 6.9192 -0.012 0.0303 -0.29
Si 4.1017 1.3467 6.9315 0.049 -0.0289 -0.2352
Si 1.3883 9.5189 6.9319 0.0787 -0.0115 -0.2686
Si 4.1035 6.794 6.9424 0.0303 0.0169 -0.2772
Si 6.8274 4.0892 6.9276 0.0734 0.0022 -0.2524
Si 9.5697 1.343 6.9476 0.0126 0.0988 -0.3346
Si 6.8209 9.4937 6.9084 -0.0361 -0.0267 -0.3393
Si 9.5338 6.7867 6.9314 0.0122 -0.0709 -0.2532
Si 0.0365 -0.0289 8.3032 -0.002 0.0057 -0.186
Si 2.7399 2.696 8.2964 0.0188 0.0164 -0.1825
Si 0.0302 5.4159 8.2685 0.0076 0.0204 -0.1749
Si 2.7589 8.1618 8.2975 -0.0035 0.0045 -0.1701
Si 5.4803 -0.0369 8.2659 -0.0079 0.0129 -0.1792
Si 8.2158 2.7305 8.272 -0.0007 -0.0055 -0.1701
Si 5.477 5.4424 8.3007 -0.0135 -0.0054 -0.179
Si 8.1672 8.1368 8.29 -0.0048 -0.0124 -0.1893
Si 1.4095 1.3125 9.6711 0.0044 -0.0031 -0.0282
Si 4.1209 4.0632 9.6292 0.0016 -0.0069 -0.0111
Si 1.39 6.7812 9.6164 0.0063 -0.012 -0.0108
Si 4.1503 9.4962 9.6698 0.0094 -0.0089 -0.0258
Si 6.8903 1.307 9.5751 -0.0008 0.0011 -0.013
Si 9.5818 4.0688 9.6619 -0.0002 -0.005 -0.0202
Si 6.8247 6.7903 9.6966 0.0033 -0.0025 -0.0246
Si 9.5531 9.4781 9.6224 0.0044 -0.0022 -0.0226
Si 0.0451 2.6726 11.0134 -0.0035 0.0083 -0.013
Si 2.7886 -0.0527 11.0287 0.006 0.0024 -0.011
Si 0.0093 8.1126 10.9737 0.0091 -0.0033 -0.0052
Si 2.7709 5.456 10.9753 -0.0011 0.0037 -0.0046
Si 5.5184 2.6394 10.8852 -0.0009 -0.0045 -0.0048
Si 8.2445 -0.0288 10.9796 -0.0072 0.0074 -0.0049
Si 5.4968 8.166 11.0973 -0.0064 -0.0014 -0.0097
Si 8.2235 5.4342 11.0254 0.0042 -0.0053 -0.0103
Si 1.4341 4.0345 12.305 0.0099 0.004 0.0111
Si 4.2129 1.3021 12.3166 0.0044 0.0096 0.0099
Si 1.3919 9.4552 12.326 -0.0068 -0.0056 0.0086
Si 4.0937 6.8113 12.4317 -0.0021 -0.0132 0.0106
Si 6.9029 3.9444 12.2483 -0.0079 -0.0046 0.0129
Si 9.639 1.2691 12.3931 -0.0036 -0.0103 0.0112
Si 6.9187 9.5439 12.419 0.0095 0.0016 0.007
Si 9.5616 6.7886 12.4279 0.0034 0.0045 0.0089
Si -0.0122 -0.2527 13.7654 0.006 0.0016 0.0212
Si 3.0929 2.9214 13.54 -0.0045 -0.0045 0.0294
Si 0.2406 5.5299 13.6397 0.0014 -0.0048 0.0263
Si 2.3602 7.8593 13.7282 0.0019 0.003 0.0321
Si 5.7655 0.2282 13.743 -0.0071 -0.0045 0.0302
Si 8.0273 2.3915 13.6465 0.0027 0.0087 0.0239
Si 5.3196 5.0988 13.4609 0.0079 0.0059 0.0304
Si 8.5616 8.4921 13.7491 -0.0106 -0.0054 0.0309
Si 1.5736 17.7001 19.0523 0.0012 -0.0117 0.0841
Si 31.1279 -20.5696 24.2971 -0.0073 0.0053 0.0707
Si -5.4301 16.8922 16.1724 -0.0082 -0.0101 0.066
Si 3.6415 1.3341 18.2548 -0.0002 0.0044 0.0892
Si -5.654 21.0312 16.7052 -0.0027 0.0028 0.0685
Si -2.666 29.0902 21.5283 -0.0023 0.0106 0.0765
Si -1.594 7.0569 18.8364 0.0073 -0.0004 0.0772
Si -25.1843 -2.7566 16.6896 0.0095 -0.0051 0.077
Si -28.81 -17.5382 22.6708 -0.0008 -0.0059 0.0743
Si -9.3706 -28.233 20.8045 0.0004 -0.005 0.0625
Si 14.0792 7.9308 16.5131 -0.0032 -0.0166 0.0788
Si -22.6662 -7.3068 15.8193 -0.0027 0.0015 0.0799
Si 3.428 29.7887 21.0671 0.0106 -0.0037 0.0714
Si -5.4681 3.9154 18.2695 0.0046 0.0079 0.0744
Si 8.7749 20.3759 23.3177 -0.0028 0.0032 0.0732
Si 36.6927 1.5441 23.8314 0.0046 -0.0047 0.0833
Si 10.7743 32.9814 22.0415 -0.0098 -0.0053 0.0605
Si 23.2899 -9.3556 15.8781 0.0109 0.0053 0.0712
Si -0.6632 -16.6117 22.7292 0.0021 0.0028 0.0657
Si -7.2344 -4.2015 23.9848 0.0041 0.0048 0.0832
Si -0.9423 -29.8351 20.8398 0.0119 -0.0056 0.0724
Si -13.3634 -50.3499 18.4706 -0.0064 -0.0032 0.0855
Si 27.2627 -26.715 20.7132 -0.003 0.0054 0.0694
Si 13.824 32.8123 21.1565 -0.0058 -0.0002 0.0894
O -3.0122 18.8817 15.1362 0.0163 0.0048 -0.0651
O -11.2958 37.9429 24.3308 -0.0095 0.0035 -0.0648
O -8.0828 12.7599 24.8453 0.0123 -0.0102 -0.0433
O -6.2863 -18.7733 23.3932 -0.0019 0.0121 -0.0204
O -15.0573 -1.2532 25.66 0.0015 0.0012 -0.0159
O 10.6817 1.2919 23.3559 0.0136 -0.0059 -0.0449
O -5.9805 22.2958 17.6418 0.0119 -0.0161 -0.0378
O -8.881 7.7481 20.3131 -0.0119 -0.0079 -0.0382
O 9.1859 6.35 22.3918 -0.0093 0.009 -0.0375
O 24.2511 8.5772 15.2098 -0.0069 -0.0013 -0.056
O 6.1547 -5.2767 14.776 -0.0027 -0.0089 -0.0444
O 36.2421 -20.9194 22.4541 -0.0133 -0.0159 -0.0553
O 0.7091 -16.399 21.8636 0.0144 -0.0037 -0.0287
O 8.9844 7.8374 20.2096 0.0116 -0.0058 -0.0544
O -12.9156 3.1989 19.7269 -0.0187 0.0153 -0.0533
O 4.9664 -27.9527 16.9603 0.0019 0.0208 -0.0442
O 15.0002 -4.0837 15.8275 0.0018 0.0003 -0.0237
O 9.6551 -7.1677 22.1908 0.0007 -0.0124 -0.0428
O -14.8508 -26.1621 21.095 -0.0076 -0.008 -0.0193
O 8.7938 18.8619 17.6041 -0.0181 0.0139 -0.0505
O -16.6894 11.4928 24.6223 -0.0126 0.0129 -0.0417
O -10.8931 6.8392 18.7521 -0.0039 0.002 -0.0285
O -0.9955 -20.566 20.9955 -0.0027 0.0169 -0.0308
O -1.1656 9.5584 14.2361 0.002 0.0005 -0.0225
O 19.3624 -16.1186 18.8822 -0.0001 -0.0029 -0.0305
O -17.4946 -18.9741 18.4693 -0.0003 -0.003 -0.028
O 5.1092 -0.3752 15.1238 0.008 0.0133 -0.0646
O 21.0482 20.642 22.4772 0.0108 0.0034 -0.028
O -10.0804 -10.6096 15.0992 -0.0155 -0.0151 -0.0433
O -4.1707 -1.3508 16.9728 -0.0019 0.0025 -0.025
O 22.9421 -1.246 25.7184 0.0025 -0.0046 -0.0117
O 4.1822 4.0476 14.0049 -0.0022 -0.0046 -0.0218
O 1.9794 5.2989 19.5119 0.0021 0.0167 -0.0372
O -7.8318 -16.5874 23.7343 0.0025 -0.0105 -0.0399
O 22.0842 13.4492 16.1464 0.0002 -0.0018 -0.0237
O 21.4359 -6.0173 15.0161 0.0089 0.0165 -0.0434
O -5.8108 6.3686 24.7428 -0.017 0.0085 -0.0391
O -11.8317 33.2928 25.6637 -0.0143 0.0109 -0.039
O 6.4723 -14.87 17.0425 -0.0038 -0.0007 -0.0274
O 17.8574 14.3783 18.041 -0.0024 -0.0009 -0.019
O -7.2764 18.3867 22.5885 -0.0046 0.014 -0.0644
O 8.5371 2.5536 24.6298 0.0111 -0.0099 -0.0296
O 13.1728 18.1724 17.6778 0.0196 0.0156 -0.055
O 1.3497 10.9445 21.4519 0.0137 0.0001 -0.0199
O 5.4702 4.8767 19.5434 0.0023 -0.0285 -0.0569
O 2.5928 2.2235 14.9126 0.0112 0.0107 -0.0409
O 3.1804 -10.022 19.7331 0.0137 0.0146 -0.067
O -6.3306 -3.6951 20.2463 0.003 -0.0026 -0.029
O 12.1587 -7.0195 25.6534 -0.0039 0.0049 -0.0095
O 2.7536 -3.2525 24.9043 0.0155 -0.0172 -0.035
O 8.7763 -7.9402 14.9791 -0.0168 -0.0141 -0.0447
O 9.4351 14.8942 17.2471 0.0202 -0.0078 -0.0623
O -23.7602 -2.2687 24.6984 0.0074 0.0052 -0.0469
O 14.535 20.4836 21.0487 0.0013 -0.0018 -0.0325
O -3.0982 -2.2599 22.375 -0.0045 -0.0206 -0.0426
O 1.3511 6.6281 14.0957 -0.0029 0.0002 -0.0188
O 13.2304 12.0975 17.2523 -0.0228 0.0013 -0.0531
O 4.1209 -12.7117 17.1642 0.0004 -0.0002 -0.0321
O 0.551 -18.5475 20.3308 0.0006 0.0003 -0.0236
O -4.014 12.2441 14.1955 0.0023 -0.0003 -0.0162
O -8.0863 -7.1225 21.5362 -0.015 0.0029 -0.0361
O 15.8755 5.1709 22.0305 0.0152 0.0116 -0.0428
O 19.1876 -10.7643 23.663 -0.0001 -0.0087 -0.0247
O 28.5142 4.2647 25.4809 0.0002 -0.0006 -0.0264
H -0.8059 1.8647 35.114 0.3708 0.317 -0.2488
H 0.8363 3.5095 35.114 -0.2762 -0.2602 -0.2891
H 1.9142 -0.8298 35.1111 0.2515 0.3439 -0.2624
H 3.5569 0.8144 35.1111 -0.3018 -0.2796 -0.2867
H -0.8107 7.337 35.1262 0.3065 0.3073 -0.2633
H 0.8359 8.9775 35.1262 -0.3312 -0.2529 -0.2683
H 1.9278 4.605 35.1284 0.2804 0.2678 -0.2734
H 3.5638 6.2561 35.1284 -0.3202 -0.3335 -0.2559
H 6.2724 3.5479 35.1223 -0.3379 -0.2531 -0.2651
H 4.6341 1.8994 35.1223 0.2316 0.3605 -0.2638
H 9.0209 0.8143 35.1347 -0.3521 -0.3273 -0.2499
H 7.3739 -0.8254 35.1347 0.2246 0.2896 -0.2734
H 6.2698 8.9627 35.1081 -0.2669 -0.2525 -0.283
H 4.6212 7.3245 35.1081 0.2865 0.3734 -0.2579
H 8.9968 6.2677 35.1027 -0.3808 -0.2299 -0.2757
H 7.3506 4.627 35.1027 0.2645 0.3328 -0.2617
H 0.5554 3.2327 5.9867 0.3436 0.3121 0.2546
H 2.196 4.8792 5.9867 -0.234 -0.3134 0.2675
H 4.9079 2.1838 5.9991 -0.2522 -0.2991 0.2736
H 3.2704 0.5345 5.9991 0.325 0.299 0.2628
H 0.5583 8.7054 5.9994 0.3043 0.2312 0.2827
H 2.1997 10.351 5.9994 -0.3074 -0.3245 0.2567
H 4.9152 7.6257 6.01 -0.3077 -0.3368 0.2601
H 3.2802 5.9736 6.01 0.2864 0.2586 0.2872
H 5.9954 3.2778 5.9951 0.2753 0.2596 0.2895
H 7.6378 4.9223 5.9951 -0.3236 -0.3455 0.2478
H 8.7327 0.5366 6.0151 0.2765 0.2361 0.2952
H 10.384 2.1721 6.0151 -0.2812 -0.3974 0.2385
H 5.984 8.6873 5.9759 0.3712 0.2783 0.2375
H 7.631 10.327 5.9759 -0.2247 -0.294 0.2699
H 8.6981 5.9791 5.999 0.3644 0.3062 0.2461
H 10.3505 7.6136 5.999 -0.2733 -0.259 0.2812

Results
free energy: -118877.083 eV
free energy less fixed offsets of H -15.71, O -570.45, Si -639.56 eV per atom: -1.883 eV

The program warned: the cutoff lies below the one the program advises for these potential files; the forces do not sum to zero within the program's tolerance; empty levels may hold ghost states of the PAW files; the exchange-correlation potential is rough where the density is thin.
